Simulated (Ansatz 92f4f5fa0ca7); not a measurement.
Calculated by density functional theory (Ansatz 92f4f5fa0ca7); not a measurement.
Periodic cell of 220 atoms, Si132O88, from a study of silicon, its oxide and their interface. The atomic structure is a simulated model.
Doubt: the cutoff is far below the 930 eV that the study's wrapper takes by default for these files, so forces and energies are approximate.
This geometry differs little from another in the collection (a relaxation step or a small displacement).

Settings: functional PBE; potential files Ansatz PAW; basis plane waves; wave-function cutoff 580 eV; density cutoff ratio 5; exchange-correlation grid ratio 1; k mesh 1 x 1 x 1, Gamma-centred; self-consistency stop 5e-08 eV per atom in the density residual; occupations fixed; spin none; net charge 0.

Cell vectors (angstrom)
a, 10.938, 0, 0
b, 0, 10.938, 0
c, 0, 0, 32.5834

Atoms and the computed forces on them: element, x, y, z (angstrom), force x, y, z (eV/angstrom)
Si, 0.1089, -0.2741, 25.1663, 0.0667, -0.0721, -0.0488
Si, 5.6969, -0.0944, 25.1056, 0.1746, -0.1039, -0.0358
Si, 2.4022, 2.8046, 25.312, -0.1497, 0.1381, -0.1396
Si, 8.1705, 2.9698, 25.1009, -0.0184, 0.0728, -0.0236
Si, 0.3902, 5.252, 24.8519, -0.0092, -0.1755, -0.0286
Si, 5.8298, 5.1488, 25.2423, 0.1533, -0.1631, -0.2199
Si, 2.4799, 8.5467, 25.1402, -0.0905, 0.0935, -0.01
Si, 7.8654, 8.4694, 25.0179, -0.1227, 0.2336, -0.0973
Si, 1.1896, 1.3245, 26.5782, -0.0493, -0.0116, 0.0428
Si, 6.9555, 1.3837, 26.4222, 0.0519, -0.0245, 0.0239
Si, 4.1282, 4.0038, 26.4341, 0.0172, 0.0141, 0.0593
Si, 9.6753, 4.2324, 26.346, -0.0046, -0.0005, 0.0075
Si, 1.3991, 6.8409, 26.3431, 0.0311, -0.0254, 0.0702
Si, 6.831, 6.8709, 26.4383, 0.0224, 0.0128, 0.0492
Si, 4.0933, 9.6798, 26.419, -0.0329, 0.0174, 0
Si, 9.5072, 9.4688, 26.4322, 0.0333, -0.0055, 0.0746
Si, 2.7136, 0.0373, 27.8365, -0.015, -0.0422, -0.0636
Si, 8.2436, -0.0203, 27.8144, -0.0454, -0.0169, -0.0879
Si, -0.085, 2.7941, 27.8452, 0.0504, 0.0601, -0.1028
Si, 5.5084, 2.6773, 27.8088, 0.0118, 0.0551, -0.0323
Si, 2.7692, 5.4586, 27.7621, -0.0402, 0.0041, -0.0351
Si, 8.2378, 5.5108, 27.7789, 0.0197, -0.03, -0.061
Si, -0.0034, 8.1397, 27.7829, -0.0228, 0.0054, -0.0743
Si, 5.4255, 8.232, 27.7852, -0.007, 0.0014, -0.0124
Si, 4.1018, 1.3673, 29.1651, 0.1016, 0.0025, 0.2989
Si, 9.5708, 1.3673, 29.1651, -0.2672, 0.1026, 0.3773
Si, 1.3673, 4.1018, 29.1651, 0.1105, 0.1443, -0.0814
Si, 6.8362, 4.1018, 29.1651, 0.2034, 0.0612, -0.2443
Si, 4.1018, 6.8362, 29.1651, -0.0846, 0.0343, -0.059
Si, 9.5708, 6.8362, 29.1651, 0.0968, -0.0703, 0.3113
Si, 1.3673, 9.5708, 29.1651, -0.0757, -0.2632, -0.1142
Si, 6.8362, 9.5708, 29.1651, -0.0899, 0.0141, -0.0634
Si, 0, 0, 30.5324, 0.0282, 0.0428, -0.0251
Si, 5.469, 0, 30.5324, -0.0466, -0.0223, 0.0115
Si, 2.7345, 2.7345, 30.5324, 0.0728, 0.0562, -0.0273
Si, 8.2035, 2.7345, 30.5324, -0.0392, -0.097, 0.046
Si, 0, 5.469, 30.5324, 0.0052, 0.0477, 0.0189
Si, 5.469, 5.469, 30.5324, 0.0264, 0.0371, -0.0519
Si, 2.7345, 8.2035, 30.5324, -0.0501, -0.0572, 0.0008
Si, 8.2035, 8.2035, 30.5324, 0.0083, -0.0176, -0.0263
Si, 1.3673, 1.3673, 31.8996, 0.0359, -0.024, -0.0127
Si, 6.8362, 1.3673, 31.8996, -0.0466, 0.0503, -0.0207
Si, 4.1018, 4.1018, 31.8996, -0.0249, -0.0099, -0.0063
Si, 9.5708, 4.1018, 31.8996, 0.0385, -0.0267, -0.0376
Si, 1.3673, 6.8362, 31.8996, -0.0044, -0.0059, -0.0209
Si, 6.8362, 6.8362, 31.8996, 0.0119, 0.0046, -0.0123
Si, 4.1018, 9.5708, 31.8996, 0.0288, 0.0036, -0.033
Si, 9.5708, 9.5708, 31.8996, -0.0479, 0.0165, -0.0176
Si, 2.7345, 0, 0.6835, 0.0312, -0.0237, 0.0226
Si, 8.2035, 0, 0.6835, -0.0205, 0.054, 0.0063
Si, 0, 2.7345, 0.6835, -0.0491, 0.0191, 0.0233
Si, 5.469, 2.7345, 0.6835, 0.0274, -0.0444, 0.0158
Si, 2.7345, 5.469, 0.6835, -0.0147, 0.0479, 0.0139
Si, 8.2035, 5.469, 0.6835, 0.0122, -0.0152, 0.018
Si, 0, 8.2035, 0.6835, 0.047, -0.0309, 0.0081
Si, 5.469, 8.2035, 0.6835, -0.0421, 0.0023, 0.0226
Si, 4.1018, 1.3673, 2.0507, -0.0367, 0.0509, 0.0091
Si, 9.5708, 1.3673, 2.0507, 0.0136, -0.0676, 0.0027
Si, 1.3673, 4.1018, 2.0507, 0.0782, -0.012, 0.0063
Si, 6.8362, 4.1018, 2.0507, -0.0642, 0.002, 0.0073
Si, 4.1018, 6.8362, 2.0507, 0.0312, -0.0444, 0.0108
Si, 9.5708, 6.8362, 2.0507, -0.0201, 0.0572, 0.0034
Si, 1.3673, 9.5708, 2.0507, -0.0335, 0.0196, 0.0156
Si, 6.8362, 9.5708, 2.0507, 0.0426, -0.012, 0.0107
Si, 0, 0, 3.418, -0.134, 0.0086, -0.2143
Si, 5.469, 0, 3.418, 0.0421, 0.0362, 0.1663
Si, 2.7345, 2.7345, 3.418, -0.0345, -0.0693, -0.2543
Si, 8.2035, 2.7345, 3.418, 0.002, -0.0434, 0.1748
Si, 0, 5.469, 3.418, -0.0009, 0.0316, 0.1939
Si, 5.469, 5.469, 3.418, -0.0618, -0.0506, -0.361
Si, 2.7345, 8.2035, 3.418, -0.0427, -0.0017, 0.1068
Si, 8.2035, 8.2035, 3.418, 0.1786, 0.1143, -0.1762
Si, 1.3418, 1.3809, 4.7525, 0.002, 0.0037, 0.0299
Si, 6.8471, 1.3591, 4.818, -0.0044, 0.0114, 0.019
Si, 4.1016, 4.0966, 4.7495, 0.0039, 0.0049, 0.0469
Si, 9.5743, 4.0951, 4.8054, -0.0043, 0.0073, 0.0333
Si, 1.358, 6.851, 4.8121, 0.0145, -0.0123, 0.0144
Si, 6.8457, 6.8264, 4.7275, 0.0084, -0.0048, 0.0545
Si, 4.0902, 9.5797, 4.7937, 0.0081, -0.0116, 0.0109
Si, 9.5772, 9.5814, 4.7905, -0.0039, -0.0048, 0.0067
Si, 2.6904, 0.023, 6.1252, -0.0644, 0.0305, -0.043
Si, 8.2254, -0.0016, 6.2111, 0.0165, -0.0455, -0.0365
Si, -0.0017, 2.7194, 6.1829, 0.0439, -0.0327, -0.0432
Si, 5.4661, 2.7562, 6.1495, -0.0142, 0.0659, -0.0536
Si, 2.7271, 5.4393, 6.1334, 0.021, -0.0678, -0.047
Si, 8.2003, 5.4905, 6.1326, -0.076, 0.0223, -0.0412
Si, 0.014, 8.2439, 6.2023, -0.0286, 0.0408, -0.0331
Si, 5.4877, 8.1772, 6.0909, 0.0687, -0.0308, -0.0486
Si, 3.8092, 1.6403, 7.3883, -0.1419, 0.1182, 0.1416
Si, 9.8318, 1.1369, 7.5502, 0.1273, -0.086, 0.0896
Si, 1.5759, 3.8811, 7.4991, 0.0982, -0.1141, 0.0567
Si, 6.6221, 4.3501, 7.4625, -0.072, 0.0976, 0.0126
Si, 4.3675, 6.5631, 7.3684, 0.1398, -0.1127, 0.2105
Si, 9.3208, 7.089, 7.4472, -0.1259, 0.0946, 0.0781
Si, 1.1689, 9.8402, 7.5485, -0.0757, 0.1141, 0.0955
Si, 7.052, 9.2919, 7.442, 0.0976, -0.1054, 0.0587
O, 6.7301, 9.6278, 24.6314, -0.0525, -0.0457, 0.0834
O, 1.4708, 4.0151, 24.6721, 0.039, -0.0545, 0.0811
O, 1.3082, 9.6298, 24.6637, -0.0006, 0.0249, 0.0633
O, 6.9886, 4.0644, 24.734, -0.039, 0.007, 0.1262
O, 8.1883, 8.1943, 7.9679, -0.0181, 0.0098, -0.0735
O, 2.716, 2.7613, 7.9665, 0.0281, -0.0191, -0.0779
O, 0.026, 0.0129, 8.0498, -0.0131, -0.0029, -0.0574
O, 5.4838, 5.4623, 7.9405, -0.0614, 0.0564, -0.0842
O, 6.2754, 9.8569, 8.7804, -0.0121, 0.0164, -0.0399
O, 4.4064, 0.8708, 8.7031, 0.0049, 0.004, -0.0872
O, 7.3267, 3.749, 8.8277, 0.0194, -0.026, -0.0169
O, 9.2353, 1.8618, 8.9157, -0.0255, 0.0121, -0.0446
O, 9.939, 6.393, 8.8013, 0.0211, -0.0166, -0.0502
O, 1.9226, 9.2516, 8.9077, 0.0139, -0.0184, -0.0483
O, 3.704, 7.2573, 8.6917, -0.0184, -0.0029, -0.1262
O, 0.9, 4.5014, 8.8784, -0.0104, 0.017, -0.0425
O, 8.9223, 2.4948, 23.6873, 0.0376, -0.0383, -0.0338
O, 10.2423, 0.219, 23.8152, 0.0006, 0.0234, 0.028
O, 3.158, 7.9297, 23.7843, 0.0161, -0.0101, 0.0419
O, 8.4591, 7.9672, 23.5621, -0.0085, -0.0168, 0.0688
O, 5.3515, 5.7827, 23.7928, 0.0116, -0.0087, 0.1526
O, 6.0285, -1.0726, 21.1213, 0.0081, 0.0032, 0.0373
O, 10.9946, 5.6725, 23.2746, 0.0042, 0.0234, 0.0374
O, 2.7376, 1.7432, 24.0823, 0.0233, 0.0416, 0.102
Si, 11.1305, 6.3671, 21.7814, 0.0012, 0.0117, -0.0601
Si, 0.5681, 5.3957, 18.8491, -0.0001, -0.0073, 0.0231
Si, 8.1016, 14.3523, 12.7197, 0.0134, 0.0052, 0.0202
Si, 1.2907, 7.2854, 14.1465, 0.0204, -0.0253, -0.0015
Si, 10.2185, 5.5196, 12.6685, -0.0035, -0.0149, 0.0329
Si, 2.5716, 7.9299, 9.6311, 0.0488, -0.0105, 0.0657
Si, 5.6608, 8.2788, 20.8078, 0.0332, 0.0284, -0.0419
Si, 4.0613, 12.6808, 23.1409, 0.0028, 0.0018, -0.109
Si, 13.8627, 2.0873, 20.3933, -0.0292, 0.0074, -0.063
Si, 6.7636, 1.6031, 18.9915, 0.0024, -0.0082, 0.0343
Si, 3.01, 7.233, 22.3252, -0.017, -0.0065, -0.1167
Si, 4.5509, -2.3062, 18.0435, 0.0136, -0.0051, 0.039
Si, -5.124, -10.9327, 16.4792, 0.0035, 0.0088, 0.0315
Si, -2.4163, 6.9511, 14.4881, -0.011, -0.0141, -0.0142
Si, 9.2876, 1.1238, 22.8581, -0.0156, 0.0346, -0.0448
Si, 5.6328, 0.2148, 9.5283, 0.0231, 0.0241, 0.0913
Si, 4.2522, 4.151, 15.5049, 0.02, 0.0187, 0.0132
Si, -6.2778, 4.8549, 22.6541, -0.0078, -0.0008, -0.125
Si, 6.5577, 4.095, 17.5626, -0.0036, 0.0011, 0.0462
Si, 13.5432, -4.4832, 16.8837, -0.006, 0.0131, 0.0262
Si, 5.9505, 5.7274, 13.4231, 0.0139, 0.0128, -0.0095
Si, 2.3222, -0.238, 18.7644, -0.0052, 0.0373, 0.0289
Si, -1.7274, 5.2109, 16.9466, 0.001, 0.0048, 0.0297
Si, 7.5186, 10.5594, 21.1273, -0.0041, -0.0331, -0.0755
Si, 7.9121, 2.4727, 9.6627, -0.0338, -0.0372, 0.093
Si, 7.7305, 11.4587, 14.0098, -0.0277, 0.0223, 0.0013
Si, -0.1159, 13.7313, 17.6313, 0.0087, -0.0188, 0.0511
Si, 5.1576, 14.7981, 20.0666, 0.0068, -0.007, -0.0129
Si, -2.5289, 7.918, 21.9214, -0.0026, 0.0087, -0.1183
Si, 0.1902, 1.2451, 20.2001, 0.0142, -0.0028, -0.0287
Si, 5.0896, 10.6813, 12.5356, 0.0082, -0.0352, 0.0079
Si, 0.2322, 5.7723, 9.6628, -0.0001, 0.0061, 0.0734
Si, 3.5337, 1.2471, 14.6112, 0.0294, -0.0204, -0.0028
Si, 11.9825, 0.4035, 16.0336, 0.0109, 0.0044, 0.0499
Si, 3.9675, 7.8751, 12.4658, 0.0059, 0.0164, 0.0262
Si, -0.935, -1.4199, 14.5552, -0.0049, -0.0234, 0.0069
O, -1.8106, 6.7174, 12.9722, 0.0055, 0.0074, 0.0029
O, 8.2714, 2.926, 11.1755, -0.0068, -0.0187, -0.0538
O, -9.3555, -3.8918, 15.742, -0.0035, 0.001, 0.0008
O, -1.4244, 4.1232, 13.1642, -0.0064, 0.0055, -0.0191
O, 3.2111, -5.9344, 16.4244, 0.0003, -0.0089, -0.0109
O, 3.8427, 7.4619, 17.1697, -0.0019, -0.007, -0.0189
O, -0.2367, -0.5517, 15.7412, 0.0025, 0.0042, -0.0027
O, 3.1035, 1.1796, 19.0456, 0.0002, -0.0148, 0.0079
O, 9.6739, 7.0214, 21.4533, 0.0059, -0.0102, 0.0588
O, 5.4815, 9.413, 16.9397, -0.0003, 0.0074, -0.0195
O, 5.1398, 0.6918, 23.7548, -0.0311, 0.0181, 0.0407
O, 11.3944, 5.3967, 20.4792, 0.0067, -0.0072, 0.0124
O, 3.5526, 14.508, 20.1505, 0.0089, -0.0075, 0.0164
O, 5.6107, 3.6746, 16.3037, -0.009, -0.0028, -0.0165
O, -6.4237, 0.5504, 15.6919, -0.0046, -0.0036, 0.0033
O, -14.9525, 6.6332, 14.3994, 0.0066, 0.0077, 0.0038
O, 4.202, -3.0449, 21.4271, -0.0114, -0.0072, 0.0463
O, 8.6367, 9.362, 21.1669, 0.0015, -0.0121, 0.0618
O, -0.8455, -5.0444, 18.1475, -0.0114, -0.0031, -0.0155
O, -9.0868, -0.3402, 17.2238, -0.0168, -0.0025, -0.0301
O, 0.6279, 5.927, 13.4978, 0.0043, 0.0156, 0
O, 1.4629, 18.3651, 21.7991, 0.0134, 0.0046, 0.0501
O, 0.599, 1.8937, 16.4956, 0.0005, -0.0018, -0.0251
O, -3.7826, 11.1586, 15.5401, 0.0047, -0.0084, 0.0029
O, 5.8729, 2.381, 20.1304, 0.0038, 0.0094, -0.0012
O, 5.1459, 6.7153, 12.3691, -0.0015, -0.0085, 0.0012
O, 3.4092, 9.4884, 18.8913, -0.0118, 0.0033, -0.0059
O, 3.2296, 5.5995, 22.3673, 0.0114, -0.0147, 0.0687
O, 6.7881, 1.3163, 9.76, 0.0279, 0.0245, -0.0425
O, 4.736, 16.0232, 14.2778, -0.0185, -0.0091, 0.0079
O, -0.5933, 12.7506, 18.8654, 0.0115, 0.0137, -0.0026
O, 7.8807, 2.139, 13.7333, 0.0003, -0.0187, -0.0015
O, -6.3131, 9.2275, 13.098, -0.0005, 0.0082, -0.013
O, 0.2944, -2.3382, 13.9073, -0.0131, 0.0109, -0.0063
O, 16.839, 0.7943, 17.8963, -0.0028, -0.0033, -0.0275
O, -1.5889, -4.9595, 15.5193, 0.0023, 0.0014, 0.0001
O, 12.7217, 6.3315, 18.297, 0.0033, 0.0013, -0.0075
O, 5.5773, 4.8192, 21.3064, -0.0117, -0.0164, 0.0306
O, -4.2938, 10.8998, 12.9428, 0.008, 0.0027, -0.0098
O, 0.8933, 14.822, 18.3099, -0.0063, 0.0085, -0.0133
O, 9.6778, 3.6445, 16.8334, 0.0005, -0.0061, -0.0139
O, 10.0666, 12.1553, 21.4248, -0.0034, -0.0006, 0.0528
O, 12.9725, 0.5995, 14.7463, -0.0087, -0.0008, -0.0123
O, -2.1162, 8.4712, 15.0079, 0.0081, 0.0066, 0.0035
O, 7.6111, 5.2796, 17.2532, 0.0097, -0.0001, -0.0133
O, 7.8153, 0.5052, 22.4739, -0.0059, -0.0006, 0.0434
O, 10.5558, 5.3213, 11.0934, 0.0053, 0.0055, -0.0304
O, 7.7141, 11.4886, 19.7888, -0.0077, 0.0114, 0
O, -1.7805, -0.2634, 13.7191, 0.0188, -0.0082, -0.0095
O, 4.9907, 10.6825, 10.9274, 0.0139, 0.0082, -0.0394
O, 16.493, -2.8995, 19.1937, -0.0095, -0.0003, -0.0174
O, 18.3774, 2.8262, 18.1371, -0.0118, 0.001, -0.0164
O, 6.8543, 4.5047, 12.7802, -0.0044, 0.0038, -0.0048
O, 0.9911, 10.7703, 19.7763, 0.0026, 0.0021, -0.0009
O, 6.9238, 7.404, 21.4172, -0.008, -0.0002, 0.0428
O, 4.558, 3.3059, 23.1578, 0.0016, -0.0108, 0.0458
O, 1.3671, 6.8921, 9.9458, -0.0018, -0.0032, -0.0403
O, 3.3338, 8.2675, 11.0192, -0.0289, -0.0159, -0.0557
O, 12.2827, 13.2194, 20.7176, 0.0019, -0.0075, 0.0198
O, 5.5413, 4.6462, 18.7114, 0.0143, -0.0041, -0.007
O, 14.4217, 13.7855, 14.9057, -0.0101, 0.0003, -0.003
O, 4.1222, 0.9301, 13.1213, -0.0167, 0.0186, 0.0048
O, 2.7384, 7.46, 13.4394, -0.01, -0.0015, -0.0003
O, 3.6571, 12.2443, 21.633, 0.0091, -0.0133, 0.0496

Results
free energy: -133964.370 eV
free energy less fixed offsets of O -568.88, Si -635.61 eV per atom: -2.410 eV

The program warned: the cutoff lies below the one the program advises for these potential files; the forces do not sum to zero within the program's tolerance; the exchange-correlation potential is rough where the density is thin.
